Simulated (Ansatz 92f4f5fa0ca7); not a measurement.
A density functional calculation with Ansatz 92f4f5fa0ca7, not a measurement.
Periodic cell of 237 atoms, Si146O90As1, from a study of silicon, its oxide and their interface. The atomic structure is a simulated model.
Doubt: the cutoff is far below the 930 eV that the study's wrapper takes by default for these files, so forces and energies are approximate.
This geometry differs little from another in the collection (a relaxation step or a small displacement).

Settings
functional: PBE
potential files: Ansatz PAW
basis: plane waves
wave-function cutoff: 580 eV
density cutoff ratio: 5
exchange-correlation grid ratio: 1
k mesh: 1 x 1 x 1, Gamma-centred
self-consistency stop: 5e-08 eV per atom in the density residual
occupations: fixed
spin: none
net charge: +1 e, with a uniform compensating background and no finite-size correction

Cell vectors (angstrom)
a 11.6015 0 0
b 0 10.938 0
c 0 0 32.0622

Atoms: element, x, y, z (angstrom)
Si -0.1945 -0.0635 23.2707
Si 3.6703 0.2031 23.1014
Si 7.5541 -0.138 23.4454
Si 1.688 1.375 23.4186
Si 5.7371 1.4007 23.1838
Si 9.4432 1.2265 23.3602
Si 0.1598 5.3115 23.4585
Si 4.1256 5.294 23.3965
Si 8.0364 5.6096 23.5454
Si 2.1598 6.5764 23.3642
Si 5.97 6.7656 23.4791
Si 10.0124 6.8682 23.601
Si 1.9044 2.666 25.3873
Si 5.8355 2.6553 25.2483
Si 9.63 2.6859 25.2623
Si 11.5968 4.0039 25.3871
Si 3.8958 3.9696 25.3254
Si 7.7451 4.0937 25.346
Si 1.9735 8.151 25.1838
Si 5.7773 8.1688 25.3639
Si 9.7124 8.2648 25.4375
Si 11.6397 9.5614 25.2608
Si 3.8674 9.5865 25.0665
Si 7.6925 9.5199 25.4107
Si 11.6508 -0.0098 27.204
Si 3.9055 -0.053 27.1114
Si 7.7625 -0.0203 27.2911
Si 1.9879 1.3105 27.2845
Si 5.8345 1.3209 27.1959
Si 9.6961 1.3308 27.2066
Si 11.5911 5.4721 27.2352
Si 3.849 5.4228 27.2149
Si 7.7159 5.4649 27.2685
Si 1.9381 6.8223 27.1657
Si 5.7625 6.7993 27.2736
Si 9.6561 6.8201 27.2943
Si 1.9462 2.7234 29.1828
Si 5.7994 2.7225 29.1193
Si 9.6811 2.7271 29.139
Si 0.0135 4.0947 29.1572
Si 3.8678 4.0898 29.1673
Si 7.7367 4.0859 29.1805
Si 1.9422 8.1914 29.1118
Si 5.7984 8.1863 29.1838
Si 9.6729 8.1942 29.2145
Si 0.007 9.5564 29.1421
Si 3.8769 9.5583 29.0998
Si 7.737 9.5481 29.207
Si 0.0034 0.0036 31.0798
Si 3.863 0.0094 31.0486
Si 7.7324 0.0116 31.1118
Si 1.9314 1.3716 31.1141
Si 5.7974 1.3724 31.0588
Si 9.6712 1.3675 31.0862
Si 0.0101 5.4697 31.0871
Si 3.8744 5.4768 31.094
Si 7.7432 5.4617 31.119
Si 1.941 6.8371 31.062
Si 5.8091 6.8303 31.1123
Si 9.6782 6.8264 31.1392
Si 1.933 2.755 0.9839
Si 5.7965 2.7491 0.9257
Si 9.6711 2.7363 0.9694
Si -0.0075 4.1128 0.9568
Si 3.866 4.1186 0.9702
Si 7.7414 4.1107 0.9988
Si 1.9333 8.2348 0.9252
Si 5.8005 8.2291 0.9584
Si 9.6671 8.2219 0.9999
Si -0.007 9.5928 0.9679
Si 3.8683 9.5957 0.9432
Si 7.7385 9.5838 0.9807
Si 11.6171 0.0466 2.897
Si 3.8528 0.0344 2.8908
Si 7.7422 0.0213 2.9009
Si 1.9373 1.416 2.9302
Si 5.8181 1.3708 2.8363
Si 9.6583 1.39 2.9272
Si 11.5554 5.5022 2.8787
Si 3.8974 5.4904 2.9197
Si 7.7392 5.5163 2.923
Si 1.9225 6.7878 2.7971
Si 5.8161 6.8713 2.8813
Si 9.6579 6.9105 2.9693
Si 1.9128 2.8325 4.8366
Si 5.8425 2.7243 4.7487
Si 9.5928 2.8046 4.8369
Si 11.5425 4.1323 4.7866
Si 3.9213 4.0928 4.8333
Si 7.7156 4.2175 4.891
As 1.8865 8.1337 4.8072
Si 5.8155 8.2486 4.7936
Si 9.6477 8.3134 4.9214
Si 11.5792 9.7085 4.8865
Si 3.8581 9.537 4.7978
Si 7.7171 9.6951 4.8969
Si 11.5912 0.2545 6.8031
Si 3.7398 -0.0423 6.6868
Si 7.7093 0.0603 6.9282
Si 2.0417 1.5192 6.7826
Si 5.7102 1.2789 6.6269
Si 9.6316 1.5366 6.8352
Si 11.4957 5.4908 6.7059
Si 4.0207 5.4214 6.7996
Si 7.7413 5.6702 6.8462
Si 1.9788 6.5807 6.7199
Si 5.8254 6.9882 6.7657
Si 9.7498 7.0519 6.9372
O 10.0093 7.9753 8.3182
O 7.6702 9.9331 8.2284
O 7.4023 4.7313 8.1746
O 3.3649 10.3531 8.2259
O 2.0374 7.5633 8.0235
O 4.0051 4.5904 8.2583
O 9.7827 2.452 8.2236
O 2.6026 2.3562 8.137
O 11.3829 4.5733 8.0768
O 5.3423 2.372 7.813
O 5.8119 7.9983 8.0912
O 11.2761 10.3348 8.1649
O 11.2781 10.0866 21.7965
O 3.2232 10.7134 21.5305
O 5.7781 7.7664 22.1621
O 4.2279 4.4431 21.9531
O 7.6818 9.6783 22.1946
O 10.3269 7.6757 22.1885
O 1.6161 2.4038 22.12
O 5.9504 2.4331 21.8797
O 8.4432 4.6996 22.2158
O -0.0761 4.4454 22.0422
O 2.3401 7.3565 21.921
O 9.1291 1.8848 21.8696
Si 1.9205 7.7997 9.6219
Si 5.0377 0.5806 17.6924
Si 2.4853 5.417 14.0245
Si 10.5554 3.8585 14.0513
Si 8.274 2.3893 15.2698
Si 9.5517 2.2429 20.3405
Si 10.5072 3.6477 9.0938
Si 0.0365 2.3102 11.5782
Si 11.022 8.1255 15.4012
Si 5.1573 6.9345 14.0026
Si 5.754 2.6142 11.1366
Si 8.5797 7.6689 19.3895
Si 8.1206 4.8443 20.6277
Si 5.912 9.5844 15.2105
Si 2.1128 7.6332 20.3361
Si 1.9246 4.8876 18.7866
Si 4.4946 3.4417 18.0175
Si 8.5029 8.9244 16.8155
Si 0.8342 9.4766 13.3135
Si 9.9099 10.6554 11.7482
Si 5.3541 3.7024 21.0153
Si 0.5754 5.5156 16.2673
Si 10.7786 9.1625 9.1709
Si 6.5655 8.894 21.2876
Si 7.1124 7.1107 11.503
Si 2.6755 0.7344 12.2373
Si 10.8918 8.6816 21.0402
Si 6.0387 4.3326 15.6445
Si 7.0798 0.4873 12.9951
Si 4.0557 2.9807 8.6131
Si 0.874 6.7426 11.8994
Si 6.5744 9.0559 9.0923
Si 0.6676 3.288 21.1439
Si 9.8023 6.5064 12.89
Si 7.7121 4.5378 9.7665
Si 3.984 10.0713 20.2195
Si 4.2599 3.0426 13.5423
Si 3.8623 10.0171 9.7578
Si 8.0582 0.779 18.0383
O 11.5108 3.2241 12.9045
O 9.3384 4.4729 9.8897
O 8.8104 3.6046 19.8569
O 4.037 -0.0587 18.8136
O 11.3174 4.5335 15.3103
O 9.8517 9.7862 10.352
O 3.7707 1.5357 13.145
O 0.661 9.041 14.8729
O 6.4761 0.9724 18.3856
O 4.7546 3.1652 19.6094
O 6.2552 1.1804 11.7534
O 0.5652 8.6707 9.8557
O 5.6451 4.3207 17.2371
O 8.4451 7.205 12.4
O 4.4098 2.6274 10.1642
O 2.0578 5.6489 15.5761
O 3.3786 0.0596 10.9347
O 5.8822 7.2212 12.558
O 2.3007 6.354 19.3671
O 0.647 4.9248 17.7778
O 8.4146 10.6948 12.39
O 5.4799 10.0936 9.6931
O 0.5975 8.1957 20.2033
O 9.7577 2.5995 14.6751
O 2.0066 10.5868 13.2385
O 9.9392 9.1025 16.0897
O 6.1383 10.3468 13.7775
O 7.4469 1.5945 14.1225
O 1.65 3.924 20.0454
O 5.9037 5.7969 14.9259
O 7.3329 8.9387 15.6959
O 1.5122 1.6618 11.6074
O 7.1917 8.2917 10.3769
O 4.3277 1.9891 17.2811
O 7.0292 3.1638 10.2876
O 11.5305 6.9989 16.4468
O 8.2889 10.141 17.8372
O 3.287 8.5308 10.1004
O 7.5861 3.8455 15.5205
O 3.1366 4.3018 17.8959
O 2.895 3.8877 13.7008
O 1.3332 8.2094 12.4307
O 1.2084 5.6757 13.0587
O 4.9631 8.3049 14.8682
O 11.1742 2.3878 20.3363
O 10.9844 9.9977 12.7749
O 5.2869 3.5791 12.3727
O 5.0832 3.2078 14.9281
O 6.4892 4.7983 20.5618
O 8.4034 1.5742 16.6643
O 10.4114 1.2392 11.4548
O 10.871 6.6171 11.6494
O 3.2552 8.675 19.8511
O 1.7042 6.4467 10.5112
O 7.1619 8.2006 19.9649
O 8.5003 7.5846 17.7581
O 3.672 6.4257 13.6122
O 9.5667 4.9564 13.3379
O 5.514 9.9937 20.7593
O 10.3433 7.3614 14.1435
O 8.7812 6.1671 19.9713
O 7.0684 5.7189 10.6625
O 5.2619 10.5445 16.3794
O 9.0517 1.1411 19.2678
O 11.5819 3.1601 10.1912
O 9.7372 8.7092 19.8927

Results
free energy: -148858.029 eV
free energy less fixed offsets of As -4856.12, O -568.88, Si -635.61 eV per atom: -3.649 eV

Forces (eV/angstrom), in the order of the atoms: element, x, y, z
Si 0.0022 0.0025 0.0033
Si 0.0044 0.0023 0.005
Si -0.0016 0.0002 0.0031
Si -0.0037 -0.0027 0.0036
Si -0.0015 -0.0028 0.0038
Si 0.0022 -0.0019 0.005
Si -0.0016 -0.0019 0.0052
Si 0.0016 -0.0014 0.0023
Si -0.0045 -0.0019 0.0025
Si -0.0035 -0.0004 0.0018
Si 0.0006 0.0013 0.0042
Si 0.0009 0.0047 0.0025
Si 0.0014 0.0023 -0.0026
Si 0.0006 0.0005 -0.0039
Si 0.0001 0.0012 -0.0014
Si 0.0013 -0.0001 -0.001
Si -0.0008 -0.0024 0.0016
Si 0.0009 -0.0004 0.0013
Si 0.0025 0.0023 0.0001
Si -0.0008 0.0004 -0.0007
Si -0.0004 -0.0001 0.0014
Si -0.0005 -0.0032 -0.0051
Si 0.0002 -0.0035 -0.0001
Si 0.002 -0.0006 -0.0024
Si -0.002 0.0002 0.0024
Si 0.0001 0.0003 -0.0002
Si 0.0004 -0.001 0.0007
Si 0.0012 -0.001 -0.0016
Si -0.0014 0.0004 -0.0009
Si 0 0.0011 -0.0018
Si 0.0016 0.0007 -0.0011
Si -0.002 0.0021 -0.0028
Si 0.0007 0.0007 -0.0021
Si -0.0006 -0.0024 -0.0004
Si 0.0017 -0.0007 0.0005
Si -0.0023 -0.0002 -0.0006
Si -0.001 -0.0006 0.0028
Si -0.0013 -0.0016 0.0017
Si 0.0002 -0.001 0.0004
Si 0.0014 0.0023 -0.0003
Si 0.0006 -0.001 -0.0014
Si -0.0002 0.0015 -0.0007
Si 0.0011 0.0007 -0.0003
Si 0.0006 0 0.0005
Si 0.0005 0 0.0003
Si -0.001 -0.0007 0.0008
Si -0.0004 -0.0015 0.0007
Si -0.0006 0.0003 0.0018
Si 0.0018 -0.0001 -0.0007
Si -0.0013 0.0012 -0.0009
Si -0.0002 -0.0018 -0.0021
Si 0.0002 -0.0002 0.0022
Si 0.0007 0.0008 0.0016
Si -0.0012 -0.0013 0.0017
Si -0.0002 -0.0021 0.0032
Si 0.0012 0.0013 0.0031
Si 0.0005 0.0007 0.0023
Si -0.0006 0.0012 -0.0003
Si -0.0014 0.0019 -0.001
Si 0.0021 0.0019 -0.0002
Si -0.0018 0.001 0.0029
Si -0.0014 -0.0003 0.0001
Si 0.0023 0.0018 0.0011
Si 0.0036 0.0001 0.0023
Si -0.0006 -0.002 0.004
Si -0.0002 -0.0009 0.0016
Si 0.0007 -0.0008 -0.0001
Si 0.0022 -0.0052 0.0002
Si -0.0032 -0.005 0.0012
Si -0.0012 0.0023 0.0018
Si -0.0003 0.001 0.0009
Si 0.0016 0.0056 0.0016
Si 0.0087 -0.0002 0.0017
Si -0.0011 -0.002 0.0048
Si 0.0014 -0.005 0.0041
Si -0.003 0.0026 -0.0063
Si -0.0022 0.0065 -0.0032
Si -0.005 0.0049 -0.001
Si -0.0036 -0.0032 -0.0056
Si 0.0088 -0.0059 -0.0028
Si 0.0003 -0.0039 -0.0044
Si -0.006 0.0019 -0.0021
Si -0.0041 0.0029 0.0037
Si 0.0036 0.006 0.0052
Si 0.002 -0.0092 0.0068
Si -0.0026 -0.0066 0.0003
Si 0.0045 -0.0021 -0.0032
Si -0.0046 0.0084 0.0067
Si -0.0013 0.0017 -0.0023
Si -0.001 0.0052 0.0035
As -0.0038 0.0121 0.0124
Si -0.0057 0.0076 -0.0017
Si -0.0044 0.0022 0.0023
Si 0.0022 -0.0073 0.0045
Si 0.0082 -0.0124 0.0024
Si 0.0093 -0.0009 0.0048
Si 0.0122 -0.0051 -0.0108
Si -0.0089 0.0004 -0.0112
Si -0.0051 -0.0085 -0.0155
Si -0.0037 0.0051 -0.009
Si 0.0159 0.0076 -0.0065
Si -0.0015 0.0068 -0.0041
Si 0.0064 -0.0068 -0.0155
Si 0.0008 0.0013 -0.0042
Si 0.0017 -0.009 -0.0084
Si -0.0049 0.0044 -0.0216
Si -0.0051 0.0085 -0.0143
Si 0.0022 0.0153 -0.0173
O 0.0046 0.0073 0.0112
O -0.0048 -0.0092 0.0128
O 0.0006 -0.0036 0.0112
O 0.0005 -0.0087 0.0161
O -0.0002 0.002 0.0085
O 0.0025 -0.0136 0.0082
O 0.004 0.0093 0.0055
O 0.0072 0.0051 0.004
O -0.0076 -0.0159 0.0175
O -0.0098 0.0095 0.0087
O 0.0049 0.0086 0.008
O -0.0151 -0.0174 0.0119
O -0.0021 -0.0091 -0.002
O 0.0004 -0.0064 -0.0067
O 0.0002 0.0071 -0.0027
O 0.0025 -0.0054 -0.002
O -0.0026 -0.0068 -0.0016
O 0.0041 0.0076 -0.004
O -0.0023 0.0077 -0.0023
O -0.001 0.0095 -0.0021
O 0.0014 -0.0034 -0.0039
O 0.0009 -0.0078 -0.0018
O 0.0004 0.0034 -0.0071
O 0.0006 0.0073 -0.0078
Si 0.0025 0.0088 0.0057
Si -0.0018 -0.0021 -0.0037
Si -0.0058 0 0.0079
Si 0.0017 0.0004 0.0032
Si 0.0003 -0.0019 0.002
Si -0.0009 0.001 0.0006
Si -0.0015 0.0029 -0.0118
Si -0.0023 0.0018 0.0021
Si -0.0008 -0.0022 0.0001
Si 0.002 -0.0004 0.0046
Si -0.006 0.0054 -0.0012
Si -0.0009 0.0001 -0.005
Si -0.0011 -0.0019 -0.0054
Si -0.0004 0.0011 0.0022
Si -0.0022 0.0035 -0.0033
Si -0.0005 -0.0005 -0.004
Si -0.0005 0.0021 -0.0008
Si -0.0007 -0.0003 -0.0007
Si -0.0002 0.0013 0.0061
Si 0.0013 -0.0006 0.0056
Si -0.0005 -0.0017 0.0011
Si 0.0008 -0.0008 -0.0005
Si 0.0087 -0.0023 -0.0125
Si 0.0012 0.0005 -0.0002
Si 0.0018 -0.0005 -0.0011
Si 0.002 -0.0028 0.0031
Si -0.0001 0.0024 -0.0001
Si -0.0027 -0.0003 0.0026
Si -0.0008 0.0006 0.0047
Si -0.0016 0.0015 -0.0104
Si 0.0043 0.0007 0.0014
Si -0.0014 0.005 -0.0093
Si -0.0004 -0.0005 -0.0009
Si -0.0043 -0.0001 0.0079
Si 0.0054 -0.0023 -0.0015
Si -0.0007 0.0005 0.001
Si 0.0021 -0.0026 0.0052
Si -0.0024 -0.0063 -0.0067
Si 0.0032 0.0016 -0.0061
O -0.0041 0.0053 0.0028
O -0.0042 0.0026 -0.0041
O 0.001 -0.0011 0.0046
O 0.0016 0.0041 -0.0015
O 0 0.0008 0.0004
O -0.0052 0.0077 0.006
O 0.0028 0.0042 -0.004
O -0.0004 -0.0015 0.0012
O -0.0009 -0.0004 0.0046
O -0.0041 -0.0016 -0.0045
O 0.0043 -0.0067 -0.0021
O 0.0003 0.0026 -0.0092
O 0.0011 0.0004 0.0016
O 0.0046 0 -0.0037
O 0.0099 -0.0038 0.0096
O 0 -0.0004 -0.001
O -0.0063 0.0101 0.0061
O -0.0062 -0.0003 0.0013
O -0.0009 -0.0055 0.003
O -0.0025 0.0004 0.0017
O -0.0056 0.0015 -0.0047
O -0.0002 0.0008 -0.0043
O 0.0031 -0.0019 0.0048
O -0.0048 -0.0011 -0.0042
O -0.0028 -0.0033 -0.003
O 0 0.0003 0
O -0.0007 -0.0031 -0.0021
O 0.002 0.0037 0.0008
O 0.0042 0.0058 -0.0009
O 0.0001 -0.0017 -0.0018
O 0.0003 0.0001 -0.0011
O 0.0018 -0.0019 -0.0065
O 0.0033 -0.0103 0.0055
O -0.0005 -0.0009 0.0018
O -0.0044 -0.005 -0.001
O -0.0004 0.0004 0.0012
O 0.0001 -0.0004 0.0035
O -0.0018 -0.002 -0.0059
O -0.0005 -0.0002 -0.0018
O 0.001 -0.0018 0.0021
O -0.0002 0.002 -0.0062
O -0.0014 0.0044 -0.0038
O 0.0036 -0.0044 -0.0016
O -0.0013 0.0014 -0.003
O -0.0012 -0.0015 0.0043
O 0.0049 -0.0018 -0.0023
O -0.0027 0.0014 0.0005
O 0.0008 0.0009 0.0007
O 0.0002 0.0008 0.0051
O 0.0002 0.002 -0.0009
O -0.0004 -0.0024 -0.0071
O -0.0034 -0.0003 -0.003
O 0.0005 -0.0006 0.0053
O -0.0032 -0.0039 0.0026
O 0.0044 -0.0033 0.0005
O -0.0007 0.0008 -0.0027
O 0.001 0.0001 -0.0053
O 0.0013 -0.0024 -0.005
O -0.0045 0.0014 0.0031
O 0.0032 0.0034 -0.0006
O 0.0007 0.0045 0.0038
O -0.0022 0.0097 0.0001
O 0.0004 -0.0009 -0.0005
O -0.0039 -0.0047 0.0006
O 0.006 -0.0072 0.0074
O -0.0046 -0.0017 0.002

The program warned: the cutoff lies below the one the program advises for these potential files; the forces do not sum to zero within the program's tolerance; the exchange-correlation potential is rough where the density is thin.
